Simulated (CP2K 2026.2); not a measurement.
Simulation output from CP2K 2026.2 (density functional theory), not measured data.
Periodic cell of 506 atoms, Si360O146, from a study of silicon, its oxide and their interface. The atomic structure is a simulated model.
Doubt: the forces sum to 2.28 eV/angstrom along one axis rather than to zero, so they err by at least 0.0045 eV/angstrom per atom on average; the grid cutoff is modest.

Settings: functional PBE; method Gaussian and plane waves; basis set DZVP-MOLOPT-SR-GTH; pseudopotentials GTH-PBE; grid cutoff 350 Ry, relative cutoff 50 Ry; k points Gamma only; occupations fixed; spin none; net charge 0.

Cell vectors (angstrom)
a	16.32	0	0
b	0	16.32	0
c	0.9706	-7.7511	34.1398

Atoms and the computed forces on them: element, x, y, z (angstrom), force x, y, z (eV/angstrom)
Si	15.619	14.408	2.859	0.101	-0.116	0.584
Si	2.05	0.878	2.802	-0.006	-0.063	-0.076
Si	14.578	4.395	2.467	-0.107	0.379	0.481
Si	1.62	6.565	2.794	-0.029	0.132	0.694
Si	14.54	10.032	2.843	-0.055	0.047	-0.081
Si	1.059	12.765	2.914	0.005	0.075	-0.021
Si	5.049	-6.656	32.695	0.251	-0.513	-0.044
Si	8.444	2.983	2.302	-0.107	0.324	0.448
Si	3.833	4.329	2.677	0.31	-0.069	0.681
Si	6.532	7.281	2.828	-0.047	0.046	-0.005
Si	4.771	9.042	2.602	-0.014	0.016	-0.076
Si	6.987	12.506	2.778	0.088	0.065	0.652
Si	11.137	15.609	1.888	-0.14	-0.022	0.621
Si	11.306	2.074	1.855	0.065	0.59	-0.166
Si	9.623	4.985	2.325	0.046	0.057	0.127
Si	11.887	7.236	3.174	0.063	0.116	-0.003
Si	10.133	8.952	3.028	0.022	0.015	0.037
Si	12.829	11.757	2.776	0.033	-0.098	0.032
Si	0.181	-0.043	4.009	-0.047	0.057	-0.071
Si	2.814	2.708	4.074	-0.031	-0.01	-0.056
Si	16.24	5.408	3.945	0.002	-0.061	0.021
Si	2.923	8.163	3.958	-0.017	0.058	-0.002
Si	16.343	10.979	4.08	0.018	-0.011	-0.054
Si	2.796	13.818	4.168	0.029	0.018	-0.005
Si	5.663	0.292	4.296	0.006	-0.02	-0.12
Si	7.44	2.071	4.177	-0.003	0.009	0.119
Si	5.462	5.476	3.982	-0.009	0.033	-0.047
Si	8.204	8.215	4.208	-0.022	-0.011	-0.053
Si	5.572	10.941	3.97	-0.046	-0.007	0.009
Si	8.47	13.859	4.183	0.052	0.005	-0.066
Si	10.325	-0.694	4.099	0.016	-0.052	0.048
Si	13.435	2.883	3.975	0.433	0.324	0.203
Si	10.787	5.562	4.285	0.022	-0.15	-0.041
Si	13.628	8.337	4.224	0.056	-0.017	-0.019
Si	11.052	10.845	4.094	-0.028	0.014	-0.118
Si	13.761	13.49	4.089	0.082	0.034	-0.062
Si	14.928	1.376	5.19	0.045	0.004	-0.026
Si	1.28	4.016	5.336	0.041	0.061	0.01
Si	14.994	6.822	5.382	-0.025	-0.019	0.029
Si	1.45	9.521	5.282	0.002	-0.035	-0.013
Si	15.027	12.229	5.587	0.047	-0.029	-0.029
Si	1.396	15.026	5.589	-0.011	-0.024	-0.014
Si	4.111	1.459	5.599	0.059	0.012	0.03
Si	6.702	3.999	5.395	0.065	-0.015	-0.089
Si	4.11	6.774	5.433	0.043	-0.017	-0.002
Si	6.857	9.637	5.473	0.009	-0.002	0.02
Si	4.099	12.232	5.334	0.01	0.01	0.025
Si	6.839	14.952	5.509	0.028	0.093	0.036
Si	9.36	1.164	5.321	-0.012	0.007	-0.071
Si	12.179	4.126	5.499	0.018	-0.017	0.028
Si	9.387	6.796	5.635	-0.087	-0.034	0.008
Si	12.276	9.584	5.646	-0.014	0.007	-0.025
Si	9.606	12.212	5.429	-0.037	0.009	0.011
Si	12.215	14.821	5.346	-0.047	0.049	-0.081
Si	13.574	-0.011	6.613	-0.028	0.028	0.01
Si	16.252	2.674	6.705	-0.022	0.023	0.004
Si	13.593	5.499	6.784	-0.013	0.015	0.012
Si	16.397	8.174	6.711	-0.016	-0.022	-0.004
Si	13.657	10.909	6.954	-0.001	0.007	-0.003
Si	16.359	13.627	6.882	-0.012	-0.011	0.035
Si	2.739	0.066	6.894	-0.014	-0.002	-0.011
Si	5.402	2.814	6.943	0.046	-0.029	0.008
Si	2.675	5.409	6.725	-0.008	-0.038	-0.012
Si	5.478	8.174	6.765	-0.024	-0.032	-0.062
Si	2.732	10.892	6.719	0.002	-0.007	0.009
Si	5.431	13.567	6.764	0.009	-0.023	0.024
Si	8.153	-0.045	6.917	-0.006	-0.021	0.009
Si	10.778	2.619	6.669	0.006	-0.01	-0.003
Si	8.065	5.328	6.835	-0.04	-0.01	0.022
Si	10.842	8.179	6.888	0.018	-0.032	-0.034
Si	8.212	10.931	6.841	0.016	0.031	0.03
Si	10.965	13.512	6.837	-0.014	-0.019	0.031
Si	14.921	-1.312	8.11	0.01	-0.023	-0.002
Si	1.312	1.403	8.165	-0.037	-0.008	0.02
Si	14.943	4.074	8.094	0.004	0.029	-0.005
Si	1.37	6.796	8.109	0.007	0.018	0.001
Si	15.037	9.486	8.164	0.013	-0.013	0.011
Si	1.406	12.23	8.164	0.009	-0.01	0.011
Si	4.106	-1.362	8.162	0.002	-0.034	-0.002
Si	6.796	1.379	8.212	0.004	0.032	-0.029
Si	4.004	4.139	8.219	-0.024	0.032	0.001
Si	6.764	6.778	8.166	0.016	-0.031	0.005
Si	4.09	9.529	8.107	-0.026	0.015	-0.016
Si	6.813	12.271	8.166	0.016	0.01	0.016
Si	9.568	-1.419	8.178	0.011	-0.012	-0.034
Si	12.217	1.324	8.04	-0.007	-0.003	-0.005
Si	9.494	3.993	8.127	0.002	0.007	-0.007
Si	12.236	6.812	8.184	0.035	0.006	0.016
Si	9.51	9.547	8.229	-0.023	-0.023	0
Si	12.275	12.237	8.277	0.007	-0.023	0.023
Si	16.289	0.013	9.501	0.002	0.004	-0.008
Si	2.671	2.741	9.542	0.002	0.011	0.014
Si	16.313	5.434	9.468	0.006	-0.001	-0.001
Si	2.728	8.165	9.48	0.019	-0.02	-0.005
Si	16.36	10.873	9.524	0.003	0.009	0.019
Si	2.746	13.599	9.524	0	-0.003	0.015
Si	5.441	-0.002	9.54	0.005	-0.012	0.015
Si	8.16	2.709	9.564	0.032	0.002	0.01
Si	5.397	5.472	9.557	-0.015	0.02	0.009
Si	8.144	8.138	9.524	0.011	-0.014	-0.004
Si	5.445	10.878	9.496	0.02	-0.007	-0.021
Si	8.175	13.597	9.545	-0.013	-0.007	0.007
Si	10.91	-0.015	9.495	0.026	0	-0.007
Si	13.569	2.704	9.437	-0.013	0	-0.012
Si	10.865	5.397	9.477	-0.015	-0.005	-0.005
Si	13.628	8.159	9.521	-0.013	0.001	0.016
Si	10.886	10.876	9.586	0.003	-0.003	0.024
Si	13.628	13.647	9.549	-0.023	0.025	0.015
Si	14.958	1.393	16.33	-0.019	0.019	0.011
Si	1.343	4.084	16.307	-0.01	0.023	-0.002
Si	14.959	6.79	16.301	0.017	-0.014	-0.002
Si	1.346	9.516	16.31	-0.012	0.006	0.001
Si	14.944	12.247	16.313	0.001	0.01	-0.011
Si	1.368	-1.36	16.29	0.012	-0.012	-0.02
Si	4.086	1.352	16.291	0.004	-0.002	-0.009
Si	6.815	4.076	16.294	-0.006	0.013	-0.006
Si	4.066	6.806	16.31	0.003	-0.003	0.004
Si	6.771	9.53	16.336	-0.008	0.003	-0.002
Si	4.095	12.217	16.333	0.007	-0.003	-0.002
Si	6.811	-1.389	16.321	-0.011	-0.004	-0.005
Si	9.544	1.343	16.323	0.005	0	-0.003
Si	12.262	4.083	16.316	0.024	-0.02	0
Si	9.529	6.794	16.305	0.001	0.017	-0.004
Si	12.24	9.519	16.307	-0.007	-0.02	0
Si	9.502	12.258	16.327	-0.019	-0.008	-0.002
Si	12.239	-1.348	16.349	0.012	-0.004	0.007
Si	13.595	0.045	17.694	-0.009	0.014	-0.016
Si	16.329	2.74	17.706	0.025	-0.02	0.008
Si	13.601	5.458	17.685	-0.04	0.017	0.015
Si	16.328	8.13	17.662	-0.004	-0.003	0.003
Si	13.578	10.891	17.677	-0.016	-0.008	-0.003
Si	16.325	-2.711	17.646	0.015	-0.012	-0.009
Si	2.705	0.012	17.647	0.002	0.009	-0.003
Si	5.471	2.697	17.639	0.016	-0.019	-0.006
Si	2.693	5.454	17.66	-0.008	0.001	-0.002
Si	5.394	8.17	17.693	-0.011	0.017	0.005
Si	2.696	10.871	17.672	0.025	0.011	-0.012
Si	5.485	-2.775	17.697	0.008	-0.029	0.015
Si	8.193	-0.042	17.671	-0.013	0.001	-0.004
Si	10.923	2.707	17.666	0.018	-0.005	-0.005
Si	8.182	5.423	17.657	-0.023	0.002	0.004
Si	10.887	8.152	17.668	0.033	-0.04	-0.006
Si	8.109	10.924	17.683	-0.015	0.026	0.015
Si	10.859	-2.709	17.706	0.008	0.012	-0.004
Si	15.035	-1.277	18.984	0.005	0.031	-0.006
Si	1.355	1.344	19.065	0.002	-0.003	-0.033
Si	14.984	4.138	19.052	0.005	-0.003	0.009
Si	1.394	6.836	19.079	0.01	0.015	0.001
Si	14.92	9.46	18.975	-0.007	0.003	-0.009
Si	1.322	-4.097	19.011	0.005	-0.014	0.012
Si	4.092	-1.371	18.927	-0.015	0.009	-0.025
Si	6.902	1.382	18.991	-0.011	0.022	0.001
Si	4.023	4.011	18.938	-0.01	-0.022	-0.004
Si	6.765	6.757	18.975	-0.021	-0.003	-0.005
Si	4.01	9.524	19.082	0.004	-0.013	-0.035
Si	6.788	-4.112	19.19	-0.023	0.02	-0.008
Si	9.481	-1.402	19.12	-0.01	-0.023	0.01
Si	12.215	1.355	19.101	0.013	0.001	0.027
Si	9.606	4.097	19.003	-0.006	0.003	0.011
Si	12.229	6.793	19.071	0.008	0.007	-0.041
Si	9.498	9.549	18.941	0.023	-0.004	-0.023
Si	12.228	-4.052	19.054	-0.015	-0.021	0.035
Si	16.334	0.023	20.489	-0.01	0	0
Si	2.736	2.681	20.401	-0.007	0.017	-0.025
Si	16.354	5.507	20.435	-0.015	-0.009	0.022
Si	2.709	8.187	20.539	0.017	-0.033	0.03
Si	16.283	10.772	20.314	0.061	0.007	0.04
Si	2.703	-2.678	20.281	0.046	-0.015	0.044
Si	5.499	-0.021	20.212	-0.021	-0.033	0.035
Si	8.333	2.715	20.365	-0.002	-0.05	0.012
Si	5.375	5.335	20.252	0.017	0.049	0.012
Si	8.131	8.186	20.24	-0.061	0.056	0.11
Si	5.319	10.847	20.5	0.027	-0.013	0.04
Si	8.172	-2.756	20.601	0.029	-0.01	-0.01
Si	10.814	-0.019	20.489	0.026	0.052	0.036
Si	13.631	2.759	20.383	-0.013	-0.01	-0.01
Si	10.906	5.422	20.461	0.014	0.007	0.002
Si	13.575	8.167	20.412	-0.032	-0.025	-0.026
Si	10.816	10.864	20.361	-0.029	-0.003	-0.004
Si	13.664	-2.601	20.277	-0.024	-0.047	0
Si	14.942	1.415	21.819	-0.035	0.002	0.064
Si	1.359	4.041	21.743	-0.014	0.002	0.063
Si	14.984	6.907	21.805	-0.013	-0.056	0.058
Si	1.261	9.554	21.903	0.023	-0.018	0.03
Si	14.945	-4.082	21.53	-0.054	-0.015	0.004
Si	1.451	-1.343	21.779	0.026	0.01	0.079
Si	4.197	1.288	21.628	-0.004	-0.016	0.053
Si	6.815	4.011	21.54	-0.022	0.069	-0.047
Si	4.114	6.663	21.724	-0.045	0.031	0.047
Si	6.66	9.308	21.711	-0.355	-0.443	-0.443
Si	3.959	-3.966	21.777	0.027	-0.053	0.002
Si	6.757	-1.253	21.77	0.021	0.006	0.069
Si	9.575	1.416	21.972	0.031	0.018	-0.005
Si	12.319	4.075	21.837	-0.017	0.003	0.011
Si	9.456	6.861	21.634	0.043	-0.006	0.016
Si	12.192	9.554	21.723	0.017	-0.062	0.075
Si	8.74	10.721	23.566	0.335	0.521	-0.342
Si	12.348	-1.303	21.74	0.022	0.025	0.001
Si	13.15	0.509	23.048	-0.213	0.191	-0.652
Si	16.118	2.972	23.144	0.111	-0.165	-0.766
Si	13.942	5.249	23.111	-0.182	0.119	-0.759
Si	16.019	8.437	23.322	0.02	0.032	-0.051
Si	13.224	-4.956	22.871	0.019	0.108	-0.027
Si	16.697	-3.176	22.781	0.324	-0.15	-0.538
Si	3.293	-0.4	22.994	0.092	-0.211	-0.596
Si	5.966	2.249	22.838	0.01	-0.022	0.003
Si	2.802	5.284	23.074	0.029	0.045	-0.81
Si	5.947	7.416	22.967	0.072	-0.033	-0.04
Si	2.121	-4.85	22.997	0.03	0.065	0.031
Si	5.011	-2.83	25.185	-0.006	0.239	-0.789
Si	7.668	0.501	23.093	-0.149	0.255	-0.613
Si	11.498	2.32	23.188	0.008	-0.27	-0.626
Si	7.716	5.793	22.749	-0.327	0.189	-0.454
Si	10.657	8.292	23.057	0.219	-0.003	-0.717
Si	9.657	-4.105	21.929	0.013	-0.039	0.048
Si	11.503	-3.122	22.939	0.213	-0.246	-0.539
Si	11.506	-2.639	25.879	-0.009	0.061	-0.12
Si	3.233	1.18	25.818	-0.673	0.23	-0.159
Si	1.127	2.2	25.974	0.649	-0.281	-0.096
Si	0.892	7.12	24.91	-0.481	0.195	-0.332
Si	14.337	9.952	24.401	0.35	0.273	-0.456
Si	13.877	-4.336	26.627	0.095	-0.155	0.028
Si	1.325	-1.956	32.295	0.611	-0.278	-0.167
Si	5.727	-1.718	30.167	0.019	-0.012	-0.173
Si	4.958	3.397	24.555	0.372	-0.339	-0.531
Si	2.497	-4.6	25.302	-0.206	-0.2	-0.739
Si	6.717	-5.439	25.692	0.103	-0.097	0.024
Si	4.948	-2.162	22.967	-0.047	-0.006	-0.011
Si	9.162	-2.456	27.756	-0.02	0.02	0.049
Si	7.609	4.496	25.46	-0.11	0.007	-0.217
Si	2.206	12.235	0.934	-0.502	0.18	0.464
Si	12.565	-4.869	32.173	0.072	-0.056	0.044
Si	2.944	8.876	26.317	0.047	0.085	-0.097
Si	9.996	7.144	28.986	-0.059	-0.185	-0.026
Si	15.137	9.326	29.474	-0.125	0.001	0.046
Si	7.548	-4.197	29.733	0.02	0.099	-0.07
Si	12.986	3.314	30.779	-0.07	-0.086	-0.018
Si	12.88	7.457	28.172	0.183	-0.013	-0.055
Si	1.114	8.051	0.146	0.12	0.158	0.128
Si	13.102	0.142	31.022	0.01	0.005	0.135
Si	1.683	8.817	29.119	0.003	0.11	-0.041
Si	10.793	6.198	34.028	0.13	-0.052	0.043
Si	12.667	7.311	24.988	-0.073	-0.083	-0.054
Si	7.413	4.612	0.061	0.146	0.286	0.35
Si	14.889	9.465	0.593	0.064	0.11	0.676
Si	13.133	-0.002	26.153	0.072	0.061	-0.249
Si	1.598	1.229	0.527	0.215	-0.029	0.593
Si	9.245	7	31.773	-0.059	-0.056	0.012
Si	13.782	4.508	28.079	0.004	0.031	-0.114
Si	8.119	6.473	1.265	-0.251	-0.264	0.275
Si	4.726	14.157	1.209	-0.188	0.68	0.476
Si	6.986	2.398	32.562	-0.077	-0.019	-0.073
Si	3.527	-5.489	30.201	0.104	-0.084	0.039
Si	5.688	8.147	25.176	0.07	-0.403	-0.594
Si	10.498	-1.366	30.34	-0.006	0.036	-0.013
Si	3.916	15.596	2.915	0.062	-0.001	-0.04
Si	5.23	-0.451	27.276	-0.046	0.002	-0.005
Si	11.403	4.168	0.856	-0.025	0.255	0.518
Si	8.938	2.489	27.033	-0.023	0.023	-0.001
Si	9.909	8.905	0.746	0.086	0.007	0.667
Si	13.603	-0.234	34.018	-0.183	-0.354	0.29
Si	8.042	2.506	29.84	-0.212	0.103	0.039
Si	16.797	-4.487	33.932	0.041	-0.188	-0.016
Si	5.424	7.03	29.511	-0.027	0.091	0.122
Si	2.454	6.1	29.686	-0.05	-0.033	-0.058
Si	16.591	7.662	34.023	0.043	-0.101	0.113
Si	1.511	5.297	32.464	0.027	0.121	0.125
Si	5.841	-6.228	28.647	-0.067	-0.032	-0.056
Si	15.116	4.145	32.938	0.098	0.033	0.088
Si	7.922	-0.086	26.236	-0.091	-0.029	-0.1
Si	9.983	-3.957	31.678	-0.003	-0.088	-0.073
Si	8.177	11.383	0.288	0.142	-0.22	0.041
Si	12.499	13.138	0.863	0.002	-0.412	0.465
Si	16.854	5.025	27.273	0.059	0.038	-0.007
Si	14.138	-4.159	29.503	-0.016	-0.017	0.051
Si	7.53	6.715	27.396	-0.179	0.088	-0.098
Si	3.707	9.544	0.475	0.481	-0.144	0.541
Si	15.574	-1.337	29.917	-0.095	-0.043	0.082
Si	16.055	-0.299	27.185	-0.031	0.045	-0.217
Si	8.052	0.01	31.246	0.004	0.081	-0.025
Si	12.853	5.849	1.505	-0.025	-0.027	0.068
Si	3.438	-2.769	31.775	-0.483	0.161	0.21
Si	14.951	-6.683	32.544	0.09	0.125	-0.015
Si	5.554	-3.887	33.807	-0.125	0.031	0.135
Si	6.304	7.687	32.477	-0.354	0.616	-0.053
Si	10.151	4.565	30.442	-0.031	0.13	-0.008
Si	11.841	2.823	26.355	0.003	-0.029	-0.227
Si	16.396	-2.883	25.811	0.107	-0.008	-0.083
Si	14.932	1.373	10.847	0.009	-0.004	-0.003
Si	1.331	4.104	10.884	0.022	-0.002	0.01
Si	14.967	6.782	10.86	-0.012	-0.003	0.007
Si	1.382	9.51	10.875	-0.006	-0.004	-0.004
Si	14.988	12.25	10.876	-0.009	-0.004	-0.004
Si	1.349	-1.357	10.857	-0.014	-0.006	-0.011
Si	4.057	1.362	10.877	-0.022	-0.004	-0.013
Si	6.784	4.091	10.887	-0.003	-0.006	-0.005
Si	4.058	6.832	10.899	0	-0.003	0.014
Si	6.788	9.512	10.873	-0.017	-0.009	-0.001
Si	4.096	12.232	10.877	0.015	0.018	-0.001
Si	6.814	-1.355	10.89	0.032	0.012	0.013
Si	9.545	1.34	10.874	-0.014	0.005	0.013
Si	12.232	4.055	10.84	0.004	0.009	0.004
Si	9.519	6.772	10.862	0.007	0.001	-0.005
Si	12.262	9.508	10.899	0.002	0.009	0.005
Si	9.515	12.236	10.916	-0.009	-0.003	0.013
Si	12.251	-1.342	10.9	-0.003	-0.006	0.014
Si	13.606	0.018	12.245	-0.014	0.009	0.005
Si	16.299	2.721	12.219	-0.021	0.028	0.002
Si	13.59	5.426	12.204	0.021	-0.012	0.001
Si	16.323	8.151	12.222	0.011	-0.003	-0.001
Si	13.61	10.895	12.241	-0.014	0.008	-0.001
Si	16.333	-2.713	12.249	0.014	-0.01	0
Si	2.705	-0.003	12.234	-0.002	-0.002	0.006
Si	5.43	2.716	12.24	0.004	-0.002	0
Si	2.705	5.452	12.24	-0.012	0.02	0.006
Si	5.434	8.171	12.251	-0.016	0.003	-0.004
Si	2.727	10.878	12.236	0.004	-0.018	0
Si	5.453	-2.728	12.234	-0.002	-0.009	-0.002
Si	8.176	0	12.243	0.007	-0.015	0.006
Si	10.89	2.71	12.231	0.01	-0.016	-0.001
Si	8.157	5.438	12.247	-0.008	0.013	0.007
Si	10.88	8.139	12.233	0.02	-0.013	0.008
Si	8.149	10.864	12.246	0.012	0.004	-0.006
Si	10.886	-2.713	12.248	-0.013	0.007	0.001
Si	14.958	-1.35	13.602	-0.01	0.009	-0.006
Si	1.346	1.367	13.59	-0.009	0.002	-0.001
Si	14.948	4.08	13.571	-0.001	-0.009	-0.002
Si	1.346	6.8	13.601	0	-0.007	0.009
Si	14.968	9.521	13.583	0	0.006	-0.008
Si	1.371	12.239	13.604	0.002	0	0.003
Si	4.082	-1.371	13.582	0.005	-0.013	-0.01
Si	6.801	1.35	13.597	0.015	0.002	-0.006
Si	4.075	4.089	13.593	-0.013	0.007	-0.012
Si	6.801	6.809	13.604	-0.01	0.013	-0.001
Si	4.071	9.521	13.603	0.022	0.004	0.001
Si	6.8	12.231	13.603	-0.002	-0.001	-0.004
Si	9.532	-1.354	13.604	-0.002	-0.004	0.004
Si	12.25	1.368	13.606	0.012	0.002	0.012
Si	9.525	4.066	13.592	0.01	-0.003	-0.001
Si	12.246	6.786	13.588	-0.004	-0.01	0.003
Si	9.515	9.508	13.599	-0.018	0	-0.005
Si	12.236	12.243	13.61	0.002	0.01	-0.002
Si	16.31	0.013	14.964	-0.006	-0.009	0.012
Si	2.717	2.728	14.95	0.021	0.023	0.003
Si	16.301	5.427	14.938	-0.025	-0.01	-0.017
Si	2.705	8.161	14.952	-0.004	0	-0.006
Si	16.313	10.883	14.955	0.008	-0.006	-0.003
Si	2.744	-2.729	14.962	0.013	0	0.001
Si	5.443	-0.026	14.952	-0.014	-0.014	-0.003
Si	8.173	2.699	14.956	-0.02	-0.007	0.006
Si	5.439	5.446	14.956	0.023	0.013	-0.005
Si	8.152	8.168	14.978	-0.006	-0.004	0
Si	5.431	10.873	14.953	-0.017	-0.009	0.006
Si	8.167	-2.719	14.944	0.02	0.006	-0.009
Si	10.899	0	14.961	0.001	0.01	-0.008
Si	13.612	2.736	14.951	0.015	0.02	-0.01
Si	10.887	5.428	14.951	-0.002	-0.007	0.009
Si	13.606	8.162	14.943	0.016	0.013	0
Si	10.863	10.879	14.966	0.002	0	-0.006
Si	13.588	-2.706	14.967	-0.017	-0.014	-0.003
O	12.147	5.315	34.046	-0.005	-0.431	-0.319
O	11.674	0.648	1.17	0.401	0.115	-0.262
O	12.185	2.057	3.243	-0.387	-0.045	0.15
O	7.428	10.358	22.702	-0.036	0.357	0.015
O	8.293	-3.663	28.394	-0.053	-0.078	-0.131
O	16.792	2.311	24.477	-0.017	-0.173	0.103
O	13.403	5.966	24.481	0.019	-0.133	0.494
O	16.021	-2.845	24.245	-0.577	-0.001	0.031
O	3.121	0.167	24.535	-0.169	-0.101	0.237
O	8.265	5.235	24.194	0.405	-0.14	0.096
O	1.933	6.172	24.118	0.186	-0.027	0.165
O	13.372	8.655	24.484	-0.268	-0.219	-0.045
O	10.913	-2.565	24.379	-0.602	0.245	0.282
O	7.914	-0.055	24.619	0.247	-0.338	0.065
O	10.457	3.04	27.189	0.083	0.265	0.457
O	15.19	-5.38	29.399	0.587	0.063	-0.22
O	8.874	7.483	27.871	0.123	0.476	-0.219
O	0.868	7.209	1.503	-0.285	0.011	0.093
O	7.927	7.63	32.442	0.213	0.148	0.177
O	2.647	8.577	27.858	0.382	-0.402	-0.015
O	5.551	2.248	33.305	-0.204	-0.006	-0.466
O	13.886	8.591	28.75	0.039	0.218	0.095
O	0.156	9.364	0.229	0.382	0.499	0.109
O	6.053	-4.013	25.464	0.388	0.218	-0.093
O	8.237	-1.582	26.759	-0.167	-0.174	-0.101
O	13.266	-0.573	32.47	-0.256	-0.433	-0.195
O	6.598	6.31	28.662	0.077	-0.286	0.379
O	6.094	13.496	1.814	0.074	0.269	-0.249
O	15.198	9.019	31.063	-0.041	-0.505	0.102
O	9.328	10.264	0.04	0.328	0.222	-0.405
O	15.125	2.86	33.885	-0.18	-0.12	-0.02
O	15.316	14.661	1.269	0.017	-0.004	-0.033
O	12.519	-3.748	33.352	-0.096	0.217	0.037
O	8.622	12.898	0.013	-0.405	0.369	-0.208
O	6.496	0.446	26.804	-0.09	0.731	0.003
O	8.615	-4.282	30.921	-0.151	-0.387	-0.043
O	2.674	5.419	2.268	0.041	0.051	-0.19
O	7.43	3.268	1.027	-0.518	-0.563	-0.2
O	12.374	14.558	1.665	0.443	0.263	0.334
O	15.244	8.423	33.558	-0.579	-0.017	0.092
O	15.051	4.136	23.617	-0.162	0.25	0.615
O	10.833	-2.85	30.864	0.379	-0.113	0.062
O	3.673	0.597	34.134	0.317	-0.635	-0.238
O	8.897	7.662	0.404	-0.191	-0.29	-0.331
O	6.85	-1.022	31.076	-0.211	-0.082	0.218
O	6.933	2.922	30.994	-0.596	0.203	-0.319
O	4.32	3.678	1.258	-0.01	-0.286	0
O	12.901	3.979	26.804	0.208	0.135	-0.334
O	3.748	4.294	23.957	-0.123	0.021	0.261
O	1.667	8.429	25.466	-0.305	0.268	-0.3
O	16.581	4.295	32.307	-0.036	-0.323	-0.283
O	9.477	-0.713	31.421	0.127	0.018	0.41
O	9.752	-1.49	28.913	-0.097	0.614	0.112
O	16.422	-0.736	28.687	0.691	0.106	0.135
O	1.532	5.49	28.486	0.051	0.043	0.097
O	2.086	-6.126	29.846	-0.379	0.406	0.263
O	3.145	-5.862	26.083	0.227	0.215	0.392
O	11.85	-0.51	30.229	-0.116	0.233	-0.564
O	15.367	4.617	27.764	-0.046	-0.2	0.001
O	16.53	1.209	26.875	-0.275	0.116	0.439
O	0.45	0.175	0.155	-0.177	-0.045	0.09
O	7.876	3.371	33.479	-0.224	0.32	-0.224
O	3.617	13.001	1.079	0.004	-0.102	0.25
O	14.845	-2.723	29.522	0.215	0.13	-0.038
O	7.76	11.371	1.858	0.281	-0.301	0.336
O	12.073	-1.205	26.346	-0.367	0.027	0.533
O	11.435	8.601	0.238	0.126	0.367	0.051
O	5.742	6.995	31.103	-0.234	-0.416	-0.085
O	8.228	-5.293	25.095	0.202	0.376	0.425
O	6.266	-3.232	29.973	-0.091	-0.223	-0.171
O	11.407	7.84	28.689	0.059	0.687	-0.017
O	11.63	4.186	30.971	0.02	0.192	0.437
O	4.326	2.363	25.613	-0.041	-0.101	0.383
O	3.825	0.336	27.091	-0.286	-0.148	0.372
O	4.329	-1.691	30.958	-0.219	0.586	0.148
O	9.674	1.907	2.042	-0.343	-0.326	0.086
O	8.126	0.899	29.897	0.169	-0.344	-0.611
O	5.475	-0.933	28.788	0.185	0.268	-0.049
O	12.841	1.737	31.127	-0.085	0.091	0.286
O	11.478	2.847	24.762	0.057	0.412	0.17
O	9.184	5.399	31.452	-0.362	-0.338	0.232
O	2.496	4.839	33.652	-0.033	0.163	-0.334
O	10.372	-3.108	26.914	-0.013	-0.665	-0.07
O	5.919	6.873	33.819	-0.225	-0.215	-0.232
O	4.28	-6.425	31.284	0.11	-0.276	-0.152
O	9.847	14.97	1.134	-0.683	0.089	-0.024
O	15.091	-3.279	26.66	0.004	0.348	0.365
O	14.453	-0.352	26.997	-0.173	-0.111	0.101
O	6.891	-3.005	33.571	0.029	0.293	-0.542
O	14.061	3.979	31.76	0.095	0.407	-0.217
O	5.999	4.404	25.302	-0.282	0.318	0.17
O	13.553	0.117	24.593	0.107	-0.185	0.048
O	4.273	-3.193	33.112	-0.43	0.33	0.335
O	1.184	3.694	26.609	0.324	0.161	0.2
O	16.919	-3.019	33.288	-0.164	0.062	0.111
O	5.265	-1.712	26.293	-0.062	-0.169	0.025
O	15.108	3.413	1.239	-0.192	-0.301	0.076
O	9.701	9.427	23.739	-0.16	-0.21	0.22
O	6.964	-5.701	29.682	0.288	-0.521	0.595
O	13.326	5.97	28.622	-0.131	0.049	0.372
O	14.693	5.366	33.923	0.3	0.458	-0.089
O	9.476	7.767	30.382	-0.285	0.672	-0.01
O	11.198	7.372	24.311	-0.207	-0.239	0.332
O	16.689	6.23	26.182	-0.196	-0.018	0.19
O	1.58	-0.546	33.031	-0.004	0.319	-0.322
O	10.544	7.131	32.732	0.342	0.299	-0.205
O	13.263	-4.292	30.84	0.079	0.354	-0.116
O	14.48	-0.197	30.26	0.071	0.411	-0.198
O	12.662	-3.758	25.75	-0.144	-0.19	-0.337
O	12.482	1.373	26.684	0.046	-0.071	0.575
O	6.77	7.572	26.251	0.325	-0.042	0.065
O	3.235	-4.047	30.808	-0.104	0.243	-0.189
O	5.931	9.725	24.885	-0.304	0.201	-0.345
O	14.416	-5.712	25.927	0.278	-0.315	0.526
O	9.547	-3.378	33.108	0.144	0.398	0.202
O	11.002	-5.212	31.849	-0.047	-0.402	-0.225
O	12.75	7.388	26.574	-0.136	0.112	-0.043
O	1.93	7.572	30.103	-0.004	0.155	0.658
O	5.854	-5.318	33.119	0.83	0.077	-0.165
O	1.165	-4.051	26.069	-0.132	-0.217	0.353
O	9.063	0.891	26.825	0.676	-0.246	-0.019
O	8.259	3.033	25.659	0.122	-0.414	-0.323
O	1.005	2.672	0.034	0.347	0.406	-0.19
O	7.93	2.875	28.266	-0.276	0.017	-0.263
O	10.221	5.526	29.126	0.144	-0.161	-0.549
O	4.225	8.009	25.869	-0.167	-0.624	0.029
O	2.653	10.683	0.933	-0.128	-0.376	0.394
O	16.817	-1.374	26.227	0.344	0.282	-0.391
O	16.612	-1.646	31.099	0.037	0.137	-0.092
O	14.124	8.144	0.045	0.158	-0.368	0.022
O	15.933	-5.437	32.934	-0.048	0.101	-0.118
O	13.282	-4.383	28.137	-0.467	0.041	0.124
O	13.52	3.438	29.26	-0.049	-0.286	-0.075
O	9.464	3.128	30.267	0.299	-0.217	0.292
O	13.415	-6.165	32.638	-0.259	-0.271	0.196
O	6.526	-5.911	27.225	0.412	-0.25	0.147
O	16.454	8.814	28.699	-0.116	-0.372	-0.71
O	2.315	5.26	31.062	0.523	-0.222	0.046
O	17.181	6.723	32.852	-0.223	0.388	-0.259
O	3.503	-3.348	25.434	-0.123	0.375	0.182
O	8.006	5.322	26.766	0.244	-0.268	0.482
O	5.471	8.549	28.93	0.118	0.166	-0.096
O	4.458	-5.405	28.87	-0.09	0.319	-0.525
O	3.913	-6.898	33.84	0.215	-0.361	0.083
O	4.019	6.253	29.257	0.095	-0.161	-0.166
O	7.726	0.95	32.52	0.159	-0.36	0.432

Results
total energy: -102526.233 eV
total energy less fixed offsets of O -438.35, Si -107.03 eV per atom: 3.667 eV
